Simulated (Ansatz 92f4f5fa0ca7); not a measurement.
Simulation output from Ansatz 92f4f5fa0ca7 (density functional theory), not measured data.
Periodic cell of 226 atoms, Si134O92, from a study of silicon, its oxide and their interface. The atomic structure is a simulated model.
Doubt: the cutoff is low for norm-conserving oxygen, so forces and energies are approximate.
This geometry differs little from another in the collection (a relaxation step or a small displacement).

Settings: functional HSE06; potential files SPMS norm-conserving; basis plane waves; wave-function cutoff 800 eV; density cutoff ratio 4; exchange-correlation grid ratio 1; k mesh 1 x 1 x 1, Gamma-centred; occupations fixed; spin none; net charge 0.

Cell vectors (angstrom)
a  10.938  0  0
b  0  10.938  0
c  0  0  32.6528

Atoms: element, x, y, z (angstrom)
Si  -0.2059  0.1378  25.1799
Si  5.2516  0.1502  25.1896
Si  2.989  2.3551  25.2214
Si  8.5417  2.4379  25.2412
Si  -0.2928  5.5817  25.2839
Si  5.2692  5.5547  25.0501
Si  3.1002  7.9115  25.1316
Si  8.4258  7.825  25.2292
Si  1.3817  1.2612  26.5342
Si  6.8585  1.3228  26.4748
Si  4.1179  4.0267  26.4554
Si  9.5801  4.0228  26.6446
Si  1.4041  6.7997  26.4145
Si  6.8215  6.697  26.4926
Si  4.1605  9.4855  26.5353
Si  9.5624  9.4934  26.4823
Si  2.7625  -0.0797  27.8865
Si  8.2082  -0.049  27.8575
Si  0.0729  2.6866  27.913
Si  5.5156  2.7232  27.8545
Si  2.7447  5.4277  27.8298
Si  8.1918  5.4129  27.9148
Si  0.054  8.1824  27.8406
Si  5.5367  8.1508  27.8806
Si  4.1018  1.3673  29.2346
Si  9.5708  1.3673  29.2346
Si  1.3673  4.1018  29.2346
Si  6.8362  4.1018  29.2346
Si  4.1018  6.8362  29.2346
Si  9.5708  6.8362  29.2346
Si  1.3673  9.5708  29.2346
Si  6.8362  9.5708  29.2346
Si  0  0  30.6018
Si  5.469  0  30.6018
Si  2.7345  2.7345  30.6018
Si  8.2035  2.7345  30.6018
Si  0  5.469  30.6018
Si  5.469  5.469  30.6018
Si  2.7345  8.2035  30.6018
Si  8.2035  8.2035  30.6018
Si  1.3673  1.3673  31.9691
Si  6.8362  1.3673  31.9691
Si  4.1018  4.1018  31.9691
Si  9.5708  4.1018  31.9691
Si  1.3673  6.8362  31.9691
Si  6.8362  6.8362  31.9691
Si  4.1018  9.5708  31.9691
Si  9.5708  9.5708  31.9691
Si  2.7345  0  0.6835
Si  8.2035  0  0.6835
Si  0  2.7345  0.6835
Si  5.469  2.7345  0.6835
Si  2.7345  5.469  0.6835
Si  8.2035  5.469  0.6835
Si  0  8.2035  0.6835
Si  5.469  8.2035  0.6835
Si  4.1018  1.3673  2.0507
Si  9.5708  1.3673  2.0507
Si  1.3673  4.1018  2.0507
Si  6.8362  4.1018  2.0507
Si  4.1018  6.8362  2.0507
Si  9.5708  6.8362  2.0507
Si  1.3673  9.5708  2.0507
Si  6.8362  9.5708  2.0507
Si  0  0  3.418
Si  5.469  0  3.418
Si  2.7345  2.7345  3.418
Si  8.2035  2.7345  3.418
Si  0  5.469  3.418
Si  5.469  5.469  3.418
Si  2.7345  8.2035  3.418
Si  8.2035  8.2035  3.418
Si  1.3728  1.4335  4.8729
Si  6.8114  1.4178  4.757
Si  4.0941  4.0615  4.7525
Si  9.5685  4.0992  4.7632
Si  1.3133  6.9356  4.7603
Si  6.7539  6.9433  4.721
Si  4.0427  9.6332  4.8596
Si  9.5404  9.5924  4.7583
Si  2.7622  0.1395  6.3564
Si  8.1764  0.0506  6.0685
Si  0.0052  2.8464  6.2663
Si  5.5034  2.7831  6.1892
Si  2.7121  5.5023  5.9632
Si  8.1352  5.5427  5.9208
Si  -0.0274  8.3378  6.2028
Si  5.451  8.2792  6.2039
Si  4.5142  1.2422  7.6916
Si  9.6324  1.2759  7.4285
Si  1.1071  4.6413  7.4543
Si  6.6346  4.5064  7.3625
Si  4.2554  6.5914  7.3193
Si  9.5964  6.6862  7.2788
Si  1.0107  10.0326  7.5739
Si  6.6857  9.852  7.4942
O  9.6353  1.2981  24.7491
O  4.1691  6.7336  24.6619
O  4.1043  1.2428  24.7229
O  9.5454  6.7014  24.7766
O  -0.2055  5.5859  7.6474
O  5.5744  0.0216  7.9662
O  -0.1631  0.1966  7.8633
O  5.4279  5.5354  7.8063
O  7.4763  4.0639  8.6896
O  8.7074  7.0384  8.6075
O  1.4218  9.5734  9.0918
O  8.8004  1.7874  8.7419
O  7.4289  9.3041  8.8462
O  4.2967  1.9686  9.1636
O  3.2989  7.0568  8.5744
O  1.8175  4.8489  8.9396
O  7.9906  3.23  23.9315
O  0.195  4.643  24.0445
O  2.2729  2.9803  23.898
O  5.9098  4.8338  23.6907
O  5.9203  10.3994  23.8611
O  2.6253  8.8052  23.8364
O  0.4987  10.3987  23.8588
O  7.6754  8.4083  23.9023
Si  -2.6849  6.2738  20.9991
Si  8.6493  5.8068  18.1612
Si  -0.4466  1.9031  14.4981
Si  -5.3701  7.8732  20.7346
Si  3.3201  7.2237  16.4112
Si  15.4013  5.4705  11.4598
Si  1.4141  9.4079  22.9529
Si  8.249  -2.0152  17.7124
Si  -2.933  2.87  9.6418
Si  0.5223  8.7511  10.162
Si  6.6538  9.2533  22.9903
Si  2.6745  9.9275  17.3865
Si  11.3586  5.7136  13.5289
Si  -0.0835  7.763  21.0226
Si  7.5024  2.3335  20.4032
Si  8.4492  8.2937  9.5929
Si  0.7039  -2.0827  13.2259
Si  16.2986  9.2558  16.4828
Si  10.7204  2.3404  20.7626
Si  3.118  5.1083  14.1967
Si  6.2468  4.0835  18.1595
Si  1.1146  -0.5415  20.166
Si  5.2133  3.5491  15.3368
Si  4.8356  12.2653  13.2692
Si  7.4507  5.0693  14.0196
Si  2.2657  6.2873  9.5792
Si  9.2637  10.0905  14.9806
Si  1.0857  3.6999  23.0927
Si  3.9308  -5.1425  19.1446
Si  6.4007  -1.0359  13.7416
Si  2.1624  11.0965  14.5809
Si  9.9825  4.6474  15.8248
Si  5.0799  2.572  10.4697
Si  9.2946  3.714  12.2979
Si  -4.1663  7.3727  12.1176
Si  7.165  10.1922  20.2335
Si  7.1535  4.1209  22.8883
Si  12.2087  4.9578  20.474
O  7.4712  6.511  13.2995
O  0.5559  6.4146  20.3859
O  9.8412  5.0338  17.3807
O  13.1424  10.9235  16.1975
O  5.6825  -4.427  11.3059
O  5.6023  3.3123  16.8867
O  5.631  -0.8382  15.1466
O  7.2067  5.2845  17.6521
O  9.111  2.2721  20.6076
O  -1.6447  7.4668  21.2772
O  7.7985  3.9827  12.8716
O  4.4707  2.0071  11.8536
O  -2.9833  -1.0893  14.0932
O  4.8501  4.167  10.5956
O  11.1258  2.5821  22.324
O  10.3911  9.3096  14.1369
O  5.5122  8.2903  22.3098
O  0.0084  5.7015  15.0929
O  12.6722  4.7727  13.4398
O  -0.4384  3.1317  15.5649
O  1.8989  10.1925  21.598
O  -4.0966  6.9  20.5629
O  -6.6378  10.0073  17.4503
O  0.1305  9.0869  20.0871
O  2.0372  -0.6041  18.8217
O  6.0438  8.6035  12.8609
O  5.1152  4.7068  19.125
O  9.9003  8.9588  9.8044
O  4.3037  7.0671  20.116
O  0.9985  1.2333  14.2698
O  7.5512  9.8732  21.7843
O  5.5027  2.2793  14.3958
O  8.0826  5.3016  22.2713
O  6.0758  4.7916  14.7822
O  4.2288  5.2603  13.0379
O  6.7181  -2.018  17.2388
O  11.6903  7.2432  13.1601
O  9.9532  2.4543  13.0706
O  3.6409  6.2508  17.6381
O  6.7882  3.1219  21.648
O  1.9532  9.6269  13.9076
O  -0.713  5.0331  12.5755
O  0.5692  8.1172  22.4582
O  9.0816  3.4116  10.7304
O  6.6738  2.244  10.3343
O  5.8378  9.2786  19.9549
O  0.9886  7.2066  9.9656
O  3.6447  3.9381  15.1826
O  -2.3872  4.895  15.1597
O  11.3239  3.6636  20.0019
O  5.949  0.2311  12.8752
O  11.3266  0.9202  20.2173
O  3.0662  6.0576  10.9416
O  2.6068  5.0416  19.611
O  -2.1864  7.4084  17.962
O  2.8274  6.4146  15.1126
O  4.7143  -3.0558  15.9645
O  0.6907  9.3021  11.6684
O  1.7299  4.6842  21.9965
O  9.5342  0.7406  15.0767
O  -2.1454  5.4369  19.7289
O  6.9088  11.778  20.2127
O  7.1324  3.057  19.0143
O  9.1357  9.5515  16.5091
O  3.4969  0.7376  13.9209
O  7.8658  7.8699  11.0348
O  8.2742  9.7704  19.1091
O  2.3113  8.3936  16.9356

Results
free energy: -56397.378 eV
free energy less fixed offsets of O -447.96, Si -113.29 eV per atom: -4.198 eV
gap between the highest filled and lowest empty level on this k mesh: 1.207 eV

The program warned: the cutoff lies below the one the program advises for these potential files; the forces do not sum to zero within the program's tolerance; the exchange-correlation potential is rough where the density is thin.
